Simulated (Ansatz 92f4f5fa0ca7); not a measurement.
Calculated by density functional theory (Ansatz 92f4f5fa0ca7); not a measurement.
Periodic cell of 184 atoms, Si120O64, from a study of silicon, its oxide and their interface. The atomic structure is a simulated model.
This geometry differs little from another in the collection (a relaxation step or a small displacement).

Settings: functional r2SCAN; potential files Ansatz PAW; basis plane waves; wave-function cutoff 800 eV; density cutoff ratio 5; exchange-correlation grid ratio 1; k mesh 1 x 1 x 1, shifted by 0.5 0.5 0 of a step; self-consistency stop 1e-10 eV per atom in the density residual; occupations fixed; spin none; net charge 0.

Cell vectors (angstrom)
a 10.888 0 0
b 0 10.888 0
c 0 0 27.6829

Atoms: element, x, y, z (angstrom)
Si -0.0168 1.1101 0.9542
Si 3.4362 0.0451 -1.9302
Si -0.5679 6.0646 0.1811
Si 3.3681 8.0505 -0.8185
Si 6.0254 -0.145 -0.276
Si 7.8113 3.0496 0.0781
Si 5.7359 4.3773 -0.2961
Si 8.9666 7.994 -0.3865
Si 2.2648 1.2632 0.5659
Si 4.0733 3.8142 1.414
Si 1.3111 6.9132 1.2843
Si 5.2006 8.6818 0.5496
Si 6.7988 1.3769 1.3941
Si 9.2495 4.3489 1.4304
Si 6.9276 7.1705 0.5037
Si 9.7585 9.7539 1.2989
Si -0.304 2.7847 2.6439
Si 3.2424 -0.3903 3.0122
Si 0.0735 8.2869 2.7403
Si 2.7313 5.454 2.5519
Si 5.4613 2.6433 2.8681
Si 8.1457 -0.0431 2.685
Si 4.8498 8.7443 2.8801
Si 8.0741 5.6193 2.918
Si 1.3324 4.0435 3.9037
Si 4.1548 1.3361 4.2765
Si 1.3936 9.5858 4.1434
Si 3.9963 6.8489 4.0158
Si 6.7683 4.1221 4.1658
Si 9.3963 1.3893 4.1108
Si 6.7313 9.5587 4.0648
Si 9.5808 6.9065 4.1253
Si -0.0178 0.0765 5.4274
Si 2.6802 2.7535 5.3992
Si 0.0327 5.417 5.3765
Si 2.6792 8.1485 5.4938
Si 5.5201 0.0011 5.5901
Si 8.1119 2.7359 5.519
Si 5.3887 5.5142 5.4234
Si 8.1343 8.2097 5.4235
Si 1.3712 1.3894 6.7965
Si 4.0503 4.1155 6.7651
Si 1.3396 6.7752 6.8151
Si 4.0938 9.4979 6.8419
Si 6.8206 1.3771 6.9236
Si 9.5714 4.0642 6.784
Si 6.8339 6.7977 6.7839
Si 9.4976 9.5749 6.7707
Si 0.0247 2.7018 8.1823
Si 2.7354 0.0317 8.171
Si -0.0408 8.1772 8.1138
Si 2.7161 5.4279 8.1643
Si 5.4173 2.7559 8.166
Si 8.2011 0.005 8.2217
Si 5.4748 8.1284 8.1521
Si 8.2199 5.4226 8.1385
Si 1.3852 4.0578 9.5337
Si 4.1001 1.403 9.5647
Si 1.3217 9.5468 9.4666
Si 4.1325 6.7489 9.4884
Si 6.8681 4.042 9.4924
Si 9.5951 1.3222 9.5757
Si 6.8201 9.4894 9.5096
Si 9.5845 6.7745 9.5171
Si 0.0208 -0.0557 10.9807
Si 2.7388 2.7686 10.9488
Si 0.1163 5.4504 10.9171
Si 2.7289 8.1714 10.7071
Si 5.4955 -0.0037 10.8603
Si 8.2622 2.7174 10.8898
Si 5.5143 5.3742 10.8388
Si 8.1746 8.0971 10.8311
Si 1.4123 1.3635 12.2968
Si 4.1642 4.1164 12.3138
Si 1.608 6.7951 12.2236
Si 4.0304 9.4889 12.0888
Si 6.9535 1.2742 12.2095
Si 9.6027 4.1219 12.2595
Si 6.8159 6.763 12.1927
Si 9.5267 9.3256 12.2644
Si 0.0894 2.7869 13.6312
Si 2.7145 -0.108 13.5912
Si 0.1562 8.0151 13.5449
Si 3.4537 6.0495 13.6018
Si 5.4463 2.5215 13.4945
Si 8.0208 -0.35 13.6172
Si 5.126 7.8656 13.3865
Si 8.111 5.3706 13.5791
Si 1.6221 3.9556 16.1048
Si 4.6082 0.6719 14.6892
Si 1.1804 9.5475 14.9029
Si 2.8638 5.9363 15.9198
Si 6.7834 3.8959 14.7665
Si 9.5246 0.4848 15.2334
Si 6.0697 9.6426 14.7093
Si 9.1405 6.4504 15.4058
Si 22.5692 -2.7573 19.2482
Si 30.368 22.1095 25.6759
Si -18.3048 34.3538 17.3182
Si -25.4152 -24.4344 17.0469
Si 9.7513 12.8942 26.7651
Si 39.3964 25.3664 21.4513
Si -21.9486 -15.4921 23.1376
Si 2.3534 17.7199 21.4956
Si -5.1079 35.6167 18.7306
Si 3.0114 9.8735 18.6927
Si 22.2375 -6.4876 25.443
Si 12.8894 40.7351 16.579
Si -1.8525 -5.3686 20.4854
Si -18.2797 -27.543 25.4604
Si -16.1695 -16.2228 17.1809
Si -13.6781 23.9749 17.0614
Si 39.862 -1.5545 22.3687
Si -1.9585 19.3211 24.7778
Si 4.1915 20.3587 21.3653
Si -6.9954 -9.6397 22.9776
Si 7.0281 12.2144 23.2814
Si 30.3523 8.2702 19.7389
Si -0.9091 4.4763 17.8101
Si -6.9436 -28.2919 22.4614
O 6.4063 5.8684 -0.35
O 4.9579 11.2412 -1.4254
O -14.2981 2.6625 -5.154
O 5.4361 23.1245 -4.2864
O -15.0078 1.9557 -9.7507
O 0.5605 14.9662 -10.3669
O -32.5783 48.4405 -3.7437
O 14.5588 0.0445 -5.7842
O 18.3964 0.0155 -5.1737
O -5.3569 -17.3259 -5.5705
O 3.1324 5.3846 -6.225
O 18.9606 -23.7061 -6.599
O 3.4647 2.7763 -5.1875
O 12.4292 -3.9197 -7.5877
O -10.9493 21.3364 -12.139
O -10.0895 18.6333 -10.015
O 5.6273 -1.7576 22.0358
O -20.1494 -1.3836 19.4531
O 7.7254 12.1978 24.716
O 1.2737 -4.0322 22.7034
O 14.0325 0.7002 24.3061
O 51.4862 26.1951 20.819
O 20.8793 7.4262 24.0531
O -15.8088 26.7024 15.7373
O 2.7927 0.4915 18.1516
O 13.9351 0.1374 29.1373
O -8.8235 4.3952 25.7313
O 14.0517 -34.2364 25.8306
O 18.3623 21.3744 26.641
O 17.2575 9.3654 16.311
O 20.9515 26.835 19.3177
O 9.3554 16.396 16.7187
O 4.5111 1.0318 16.2851
O -1.0578 5.9526 21.8229
O 15.1254 -12.1048 19.7413
O 10.5382 -14.8254 14.7425
O -12.3911 -0.8728 24.8942
O -0.8144 23.669 14.6425
O 10.1801 19.2852 19.7232
O -2.5204 7.7753 15.9554
O 13.8595 24.4984 28.4671
O -15.7509 -8.1854 20.2986
O 3.5076 -4.2372 26.0237
O 7.6355 -2.3753 23.7259
O 4.2508 2.6248 18.3685
O -18.5831 -23.8246 17.4434
O 7.9104 19.7385 18.386
O -8.4798 33.486 26.7075
O 14.1765 29.9295 21.696
O 6.0393 -6.3751 18.3461
O -3.1689 -7.9401 15.6884
O 23.8526 7.8874 27.8505
O -0.2036 5.5209 26.3712
O 25.5108 -5.7913 23.8807
O 9.0801 3.1451 17.9113
O 15.6214 -6.6179 26.091
O -20.812 -18.0096 14.6215
O -11.0763 2.9534 25.788
O -19.3281 2.5923 16.4565
O -14.6593 17.5735 29.7535
O -23.8526 -10.0834 16.6671
O -4.5325 17.8346 17.4386
O -6.8686 -5.0917 17.1057
O -24.4913 28.4968 19.8541

Results
free energy: -113253.946 eV
free energy less fixed offsets of O -570.45, Si -639.56 eV per atom: 2.054 eV

Forces (eV/angstrom), in the order of the atoms: element, x, y, z
Si 0.0019 0.0081 -0.0041
Si 0.0075 0.004 0.0051
Si -0.0028 0.0048 -0.0006
Si 0.0054 0 0.0096
Si 0.0011 0.0037 0.0121
Si -0.0007 0.0058 0.0012
Si 0.0004 -0.0065 0.0074
Si 0.0072 0.0063 -0.0165
Si 0.004 -0.0031 0.0106
Si 0.0008 0.0021 0.0074
Si 0.0007 0.0019 0.0134
Si -0.0094 0.0026 -0.007
Si -0.0019 -0.0029 0.0004
Si 0.0004 -0.0055 -0.001
Si 0.0028 -0.0053 0.01
Si -0.0036 0.004 0.0036
Si -0.0015 -0.0012 -0.0029
Si -0.0015 -0.0045 0.0181
Si 0.0048 -0.0005 -0.0027
Si -0.0002 -0.0015 -0.005
Si -0.0024 0.0002 -0.0017
Si -0.004 -0.0053 0.003
Si 0.0014 0.0005 -0.0004
Si 0.0005 -0.0026 0.0119
Si 0.0022 -0.0007 0.0015
Si -0.0016 -0.0052 -0.0014
Si 0.0007 0.0023 -0.0003
Si 0.0048 0.0042 0.0016
Si 0.0018 0.0021 -0.0015
Si -0.0001 0.0009 0.0064
Si 0.0027 -0.0048 -0.001
Si -0.0009 -0.0026 0
Si 0.0007 0.0002 -0.0002
Si -0.0002 -0.0015 0.0008
Si -0.0002 0.0026 0.0025
Si -0.0039 -0.0025 0.002
Si 0.0036 0.0052 0.0035
Si -0.0014 -0.0003 0.0018
Si -0.0021 0.0005 -0.0004
Si -0.0034 0.0025 0.0017
Si 0.0009 0.0012 -0.0006
Si -0.0011 0.0008 0.0024
Si 0.0023 -0.0005 0.0017
Si -0.0003 0.0007 0.0005
Si 0.0028 -0.002 0.0002
Si 0.0003 -0.0005 0.0012
Si -0.0003 0.0008 0.0017
Si -0.0005 0.0026 0.0034
Si -0.0007 0.0008 0.0024
Si 0.0005 0.0014 0.0022
Si -0.0002 0.0014 0.0008
Si 0 0.0004 0.0023
Si -0.0006 -0.0008 0.0011
Si 0.0001 -0.0004 0.0021
Si -0.0005 -0.0007 0.0034
Si -0.0001 0.0019 0.0015
Si -0.0017 0.0011 -0.0023
Si -0.0029 -0.0008 0.0001
Si 0.0008 0 -0.0002
Si 0.0008 -0.0003 -0.0002
Si -0.0001 0.0024 0.0015
Si 0.0006 -0.0002 -0.0005
Si 0.0018 0.0032 0.0008
Si -0.0007 -0.0029 0.0016
Si -0.0011 0.0011 0.0029
Si 0.0037 0.0004 0.0028
Si 0.0024 0.0027 0.0019
Si -0.004 -0.0008 0.0039
Si -0.0019 -0.0035 0.0012
Si -0.0008 -0.0001 0.0019
Si -0.001 -0.0026 0.0042
Si -0.0006 0.0017 0.0011
Si 0.0028 -0.0057 -0.0005
Si -0.003 0.0034 -0.0017
Si 0.0005 -0.0035 -0.0039
Si 0.0018 0.0045 -0.0002
Si -0.0004 -0.0012 0.0024
Si -0.0024 0.0027 -0.0011
Si -0.0009 0.0027 0.0017
Si 0.0003 0.002 -0.0007
Si -0.0019 -0.0098 0.0362
Si -0.0017 -0.0009 -0.0015
Si -0.0063 -0.0115 0.0157
Si 0.0019 -0.0008 -0.0024
Si -0.0038 -0.0022 -0.0052
Si 0.0003 -0.0037 -0.0015
Si -0.0037 0.0009 -0.0075
Si 0.0045 -0.003 -0.0066
Si 0.0132 0.0002 0.0139
Si -0.0004 0 0.0231
Si -0.0198 0.0117 0.021
Si -0.0029 0.0054 0.0164
Si -0.0001 0.0063 0.0237
Si 0.0138 0.0009 0.0182
Si 0.0052 0.0075 0.0232
Si 0.0111 0.0069 0.0218
Si 0.0002 0.0089 -0.0126
Si -0.0086 0.015 -0.0145
Si -0.0161 -0.0019 0.0017
Si 0.0087 -0.0113 0.0094
Si -0.0141 -0.0131 0
Si 0.0087 0.0012 -0.0254
Si -0.0134 0.0068 -0.0146
Si -0.0019 0.0065 -0.02
Si 0.0028 0.0079 -0.0129
Si -0.0109 0.0092 -0.0126
Si -0.0049 0.013 0.0093
Si 0.0033 -0.0008 0.0034
Si -0.0066 0.0062 -0.0248
Si -0.003 0.0045 0.0062
Si -0.0016 -0.0082 0.0092
Si 0.0093 -0.0011 0.0104
Si 0.0111 -0.0015 -0.0234
Si 0.013 -0.0047 0.0084
Si 0.0009 -0.0056 -0.0252
Si 0.0016 -0.003 -0.0177
Si 0.0133 0.0016 -0.0132
Si -0.0019 -0.0173 -0.002
Si 0.0004 -0.008 0.0062
Si 0.0093 0.004 -0.0139
O 0.0032 0.0094 -0.0001
O -0.0113 -0.0056 -0.0082
O -0.0061 -0.0021 0.0057
O -0.0154 -0.003 0.003
O -0.0024 -0.0007 -0.0031
O 0.0006 0.0013 0.0022
O 0.0073 -0.003 0.014
O -0.0008 0.0112 0.016
O -0.0052 -0.011 0.0027
O -0.0113 0.0038 0.0166
O -0.0007 0.0008 0.0088
O -0.0055 -0.0103 0.0092
O -0.0004 0.0015 0.004
O 0.0031 -0.004 0.0095
O 0.0077 -0.0054 -0.0198
O 0.0057 -0.0015 -0.0044
O -0.0035 0.0072 0.0052
O 0.0004 -0.0005 0.0082
O 0.0124 -0.002 0.0188
O 0.0023 -0.0015 0.0087
O -0.0109 -0.0003 0.0093
O -0.0063 -0.0018 0.005
O -0.0011 -0.0052 0.0017
O 0.0221 -0.014 -0.0176
O 0.003 -0.0126 0.0024
O -0.0048 0.0145 -0.0277
O 0.0004 0.0022 -0.0119
O -0.0018 0.0081 -0.0053
O 0.0008 -0.0037 0.0032
O -0.0046 0.0024 -0.0287
O -0.0026 -0.0013 0.0008
O -0.0045 0.0059 -0.0173
O 0.0086 -0.0084 -0.0339
O 0.0035 0.002 0.015
O 0.0034 -0.0009 0.0041
O -0.0046 0.0039 -0.0156
O 0.0033 -0.0069 -0.0033
O 0.0099 0.0194 -0.0247
O -0.0161 -0.002 0.0071
O -0.0032 -0.0008 -0.0035
O -0.0052 -0.0044 -0.005
O 0.0006 0.0046 0.019
O -0.0028 -0.0114 -0.0067
O -0.002 0.0054 0.0013
O 0.0075 0.0051 0.0165
O -0.0006 -0.0012 -0.0027
O -0.0039 -0.0058 -0.0018
O -0.0008 -0.0056 -0.0075
O -0.0023 0.0006 0.0066
O -0.0002 -0.0122 0.0061
O -0.0054 0.0055 -0.0128
O 0.0064 0.0021 -0.0132
O 0.0108 -0.0146 -0.0205
O -0.0049 -0.0063 0.0033
O -0.0027 0.0025 -0.0026
O -0.0087 0.0009 -0.0077
O -0.0175 -0.0123 -0.0284
O 0.0135 0.0158 -0.0115
O -0.0038 0.0015 -0.0078
O -0.0085 0.0067 -0.0162
O 0.0008 -0.0004 -0.0023
O 0.0065 0.0201 0.0016
O -0.0132 -0.0012 -0.0094
O 0.016 0.0261 -0.0028

The program warned: the cutoff lies below the one the program advises for these potential files; the forces do not sum to zero within the program's tolerance; empty levels may hold ghost states of the PAW files; the exchange-correlation potential is rough where the density is thin.
